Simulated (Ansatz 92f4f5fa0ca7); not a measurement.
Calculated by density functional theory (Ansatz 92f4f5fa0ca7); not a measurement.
Periodic cell of 215 atoms, Si132O82B1, from a study of silicon, its oxide and their interface. The atomic structure is a simulated model.
Doubt: the cutoff is far below the 930 eV that the study's wrapper takes by default for these files, so forces and energies are approximate.
This geometry differs little from another in the collection (a relaxation step or a small displacement).

Settings
functional: PBE
potential files: Ansatz PAW
basis: plane waves
wave-function cutoff: 580 eV
density cutoff ratio: 5
exchange-correlation grid ratio: 1
k mesh: 1 x 1 x 1, Gamma-centred
self-consistency stop: 5e-08 eV per atom in the density residual
occupations: fixed
spin: none
net charge: -1 e, with a uniform compensating background and no finite-size correction

Cell vectors (angstrom)
a 10.938 0 0
b 0 10.938 0
c 0 0 31.5432

Atoms: element, x, y, z (angstrom)
Si 10.4357 0.5649 24.3077
Si 6.0512 10.4904 24.1077
Si 2.1265 3.2361 24.0575
Si 8.7069 2.2543 24.2402
Si 0.4943 5.0437 24.1145
Si 5.072 5.8775 24.1729
Si 3.3991 7.6247 24.1294
Si 7.8424 8.8096 23.9674
Si 1.3369 1.4747 25.4389
Si 6.9266 1.2971 25.4547
Si 4.0248 4.0943 25.3045
Si 9.6666 4.0847 25.3862
Si 1.4944 6.8001 25.3383
Si 6.8989 6.9443 25.2346
Si 4.2328 9.5196 25.3075
Si 9.5274 9.6393 25.4206
Si 2.7824 -0.0024 26.6156
Si 8.2217 -0.0227 26.9186
Si 0.0107 2.7654 26.8956
Si 5.4535 2.7257 26.6369
Si 2.7556 5.4325 26.8156
Si 8.2313 5.5138 26.6086
Si 0.0437 8.2043 26.6285
Si 5.5514 8.1978 26.7767
Si 4.1109 1.3611 28.0499
Si 9.5905 1.3701 28.2234
Si 1.3897 4.1165 28.219
Si 6.8364 4.1281 28.0029
Si 4.1538 6.8207 28.1256
Si 9.5989 6.8461 28.0356
Si 1.3952 9.5855 28.026
Si 6.8462 9.5401 28.2207
Si 0.0505 -0.0238 29.5098
Si 5.445 0.0123 29.4812
Si 2.7688 2.7042 29.5073
Si 8.1692 2.7715 29.4642
Si -0.0165 5.5033 29.4872
Si 5.507 5.447 29.4865
Si 2.7482 8.2143 29.4333
Si 8.2531 8.1632 29.5128
Si 1.3932 1.3546 30.8934
Si 6.8142 1.3831 30.8323
Si 4.1262 4.0874 30.8719
Si 9.5482 4.1213 30.8357
Si 1.3717 6.864 30.8234
Si 6.8655 6.8059 30.8826
Si 4.0871 9.5769 30.8379
Si 9.6032 9.551 30.8827
Si 2.747 -0.0281 0.7173
Si 8.1794 0.0047 0.6547
Si -0.0293 2.7494 0.6641
Si 5.4768 2.7127 0.7101
Si 2.7145 5.4812 0.6558
Si 8.2163 5.4369 0.7273
Si 0.0335 8.1831 0.7128
Si 5.4647 8.2132 0.6601
Si 4.1154 1.3375 2.079
Si 9.5231 1.3821 2.0265
Si 1.3197 4.1361 2.0403
Si 6.8488 4.0559 2.0879
Si 4.0724 6.8634 2.0217
Si 9.6031 6.8036 2.0752
Si 1.3821 9.5502 2.0927
Si 6.8231 9.575 2.0557
Si -0.055 -0.0035 3.3506
Si 5.4685 -0.0205 3.503
Si 2.6868 2.7295 3.341
Si 8.1903 2.687 3.5145
Si -0.0158 5.4619 3.5331
Si 5.4443 5.4773 3.3326
Si 2.7452 8.1925 3.5019
Si 8.2202 8.1884 3.3806
Si 1.2835 1.3766 4.6836
Si 6.8375 1.3025 4.9337
Si 4.052 4.1235 4.655
Si 9.5311 4.0646 4.9159
Si 1.3552 6.8688 4.9143
Si 6.8296 6.8063 4.6952
Si 4.1045 9.5617 4.9112
Si 9.5657 9.5712 4.7577
Si 2.61 0.0487 6.113
Si 8.2246 -0.1323 6.2887
Si -0.0216 2.6546 6.2204
Si 5.3694 2.7746 6.0807
Si 2.748 5.4306 6.1627
Si 8.0893 5.4453 6.1952
Si -0.0104 8.3028 6.2471
Si 5.5645 8.1503 6.1767
Si 3.4683 1.9467 7.1938
Si 10.0149 0.8381 7.4971
Si 1.7654 3.6633 7.3857
Si 6.2047 4.5279 7.4022
Si 4.6322 6.3126 7.2884
Si 9.1628 7.1923 7.3503
Si 0.8878 10.1648 7.5376
Si 7.4084 8.8904 7.5185
O 4.5599 6.604 8.9123
O 1.3972 3.9793 8.9735
O 9.7529 6.5534 8.7605
O 1.3041 10.12 9.1591
O 6.0758 4.2176 9.0349
O 3.7088 1.6224 8.7789
O 7.1337 8.9755 9.1615
O 9.6432 1.0993 9.0898
O 8.2879 2.5357 22.6764
O 10.9859 5.5153 22.5965
O 5.6477 0.0819 22.6045
O 5.3693 5.368 22.6333
O 2.1458 2.7686 22.4719
O 3.3159 7.7991 22.4836
O 8.4162 8.6896 22.409
O -0.1626 11.1967 22.7346
Si 2.1525 2.9466 12.9454
Si 8.6928 1.3252 10.3987
Si 1.0248 4.3591 15.4384
Si 7.5409 5.6104 12.2266
Si 2.4004 8.1446 21.1777
Si 5.4033 7.8276 12.5162
Si 9.355 0.4856 15.6004
Si 2.7934 0.059 16.6869
Si 10.471 1.1404 12.6457
Si 7.81 2.8141 21.1434
Si 9.1586 8.8055 14.529
Si 1.4738 4.7673 10.4103
Si 4.4401 9.4916 19.0953
Si 11.0612 6.0332 21.0396
Si 6.652 10.4668 14.9348
Si 5.3971 0.7301 21.1305
Si 2.3392 9.811 10.4018
Si 0.441 10.6034 21.3595
Si 5.8741 5.2347 21.094
Si 3.6337 7.0907 10.1428
Si 9.0651 5.6806 14.866
Si 3.6409 4.1021 19.088
Si 10.1014 3.5755 19.1746
Si 4.2065 8.7375 15.3953
B 0.429 1.932 17.1201
Si 6.7728 7.5365 19.2281
Si 5.2575 3.6691 16.7474
Si 7.7945 5.0162 17.516
Si 6.6598 9.9397 10.3988
Si 4.382 1.0617 10.1234
Si -0.0382 9.1024 11.9314
Si 9.1087 8.5898 20.909
Si 4.5688 1.6789 14.6274
Si 2.45 2.0725 21.0175
Si 6.3358 3.3555 10.4011
Si 3.389 5.9296 16.7409
Si 9.8778 6.5409 10.3833
O 0.183 2.5851 18.4382
O 2.8907 9.7172 15.5861
O 10.8761 4.7376 20.087
O 7.5914 2.4289 9.9655
O 10.9193 5.3413 10.8191
O 6.5872 6.7659 12.8803
O 10.3266 8.0587 10.8099
O 7.6752 9.4468 14.0779
O 8.4003 6.2239 10.9801
O 5.3298 10.4789 20.0427
O 2.1596 3.7313 11.4778
O 7.95 8.55 19.7616
O 6.1977 6.7246 20.5336
O 5.5117 2.7807 15.4047
O 1.3254 0.8958 20.7022
O 6.044 9.0806 11.6432
O 4.633 5.0548 16.146
O 6.5959 3.9211 17.6521
O 10.5249 10.6762 11.7869
O 5.6307 0.5247 14.0592
O 7.975 5.1221 15.9137
O 9.7733 9.817 15.6518
O -0.4108 5.087 15.1656
O 1.5533 6.8037 20.7706
O 1.4218 0.7453 17.1801
O 6.6202 1.7493 20.7724
O 1.0292 1.7538 12.8313
O 3.2459 5.5337 18.3541
O 9.5378 2.0164 11.6168
O 0.9595 2.9582 16.1978
O 8.5944 5.1745 13.3812
O 10.2824 8.6194 13.3425
O 1.4453 9.3637 21.6848
O 10.0893 9.8923 20.5989
O 3.1831 0.2123 10.8788
O 5.0784 2.3716 10.8392
O 1.7166 4.1071 13.9729
O 7.9189 10.8804 10.8569
O 9.1535 4.4769 18.1888
O 5.6204 9.5156 15.815
O 5.5351 -0.0175 9.7462
O 3.6058 2.2856 13.4113
O 1.9476 5.5462 16.1055
O 9.7103 0.9877 14.0587
O 4.3899 6.9791 11.5613
O 4.7356 4.4808 20.235
O 10.0641 1.3989 16.6788
O 6.6579 4.3479 11.6571
O 5.5577 8.4062 18.5639
O 9.1015 2.7004 20.1713
O 3.6427 1.1694 15.8436
O 4.2155 3.1125 17.9036
O 9.9008 7.1647 20.8356
O 3.3301 8.6596 9.8128
O 3.8279 7.4599 16.3588
O 7.6945 0.4747 15.7834
O 8.9896 7.2972 15.0723
O 3.9473 1.4531 21.15
O 1.5922 9.1431 11.7045
O 2.3264 6.1418 10.2057
O 7.3569 6.468 18.1451
O 7.2383 4.3436 21.0597
O 4.5323 8.2925 13.8224
O 3.3252 8.6393 19.9484
O 2.4892 3.25 19.8841
O 3.659 10.3745 17.9774

Results
free energy: -130698.646 eV
free energy less fixed offsets of B -154.04, O -568.88, Si -635.61 eV per atom: 4.074 eV

Forces (eV/angstrom), in the order of the atoms: element, x, y, z
Si 0.0023 -0.0023 0.0057
Si 0.004 0.0006 0.0102
Si 0.0027 -0.0008 0.0063
Si -0.0027 -0.0017 0.0085
Si 0.0012 -0.0006 0.0107
Si 0.002 0.0006 0.0082
Si -0.0025 -0.0003 0.0044
Si -0.0067 -0.001 0.0128
Si 0.0029 -0.0049 -0.0123
Si -0.0065 0.0023 -0.0135
Si -0.0008 -0.0005 -0.0081
Si -0.0025 0.0034 -0.0118
Si -0.0045 0.002 -0.0092
Si 0.0017 -0.0026 -0.0057
Si -0.0014 0.0013 -0.006
Si 0.0043 -0.0035 -0.0149
Si -0.0027 0 0.0026
Si 0.0001 -0.0012 0.0257
Si 0.0005 -0.0006 0.0228
Si 0.0014 0.0013 0.0015
Si 0.0065 0.0014 0.0164
Si -0.0031 -0.0005 0.0032
Si -0.0006 -0.0001 0.0022
Si -0.0002 -0.0027 0.0127
Si 0.002 -0.0038 -0.006
Si 0.0006 0.0035 -0.0049
Si -0.0066 0.0048 -0.0023
Si -0.0007 0.0044 -0.0081
Si 0.0035 -0.0028 -0.0153
Si 0.0027 -0.0012 -0.0078
Si 0.0038 0.0003 -0.0086
Si 0.005 0.0037 -0.0031
Si -0.0041 0.0061 0.0023
Si 0.003 -0.004 0.0049
Si -0.003 0.0036 0.0021
Si 0.0067 -0.0062 0.0062
Si 0.0075 -0.0054 0.0039
Si -0.002 0.0048 0.0012
Si 0.0009 -0.0009 0.0088
Si -0.0064 0.0047 0.0008
Si 0.0037 -0.004 -0.0021
Si -0.0043 0.0018 -0.0028
Si 0.004 -0.0037 -0.0014
Si -0.0034 0.0039 -0.0032
Si -0.005 0.0024 -0.0021
Si 0.004 -0.0048 -0.0014
Si -0.0015 0.0047 -0.0038
Si 0.0025 -0.0042 -0.0013
Si 0.0044 -0.0027 0.0028
Si -0.0013 0.0061 0.0036
Si -0.005 0.0036 0.002
Si 0.0031 -0.0026 0.0033
Si -0.0037 0.0041 0.002
Si 0.0039 -0.0021 0.0022
Si 0.0047 -0.0044 0.0031
Si -0.0042 0.0027 0.0013
Si -0.002 0.0017 -0.0077
Si 0.0064 -0.0091 0.0013
Si 0.0053 -0.0055 -0.0015
Si -0.0051 0.0049 -0.0079
Si 0.0087 -0.0064 0.0006
Si -0.0051 0.0053 -0.0041
Si -0.0032 0.0028 -0.0083
Si 0.0003 -0.0003 -0.0034
Si -0.0034 0.0088 0.003
Si -0.0004 0.0018 0.0053
Si 0.0034 0.0043 0.0128
Si 0.0001 -0.0043 0.0068
Si -0.0052 0.0044 0.0085
Si -0.0047 0.0021 0.0016
Si -0.0007 -0.0009 0.0056
Si 0.007 -0.0093 0.0094
Si -0.002 -0.0005 -0.0194
Si 0.0018 -0.0001 -0.0035
Si -0.0049 -0.0035 -0.0265
Si 0.0039 0.0017 -0.0044
Si 0.0006 -0.0031 -0.0023
Si 0 0.0036 -0.0164
Si 0.0016 -0.0012 -0.0026
Si -0.0035 0.0004 -0.0127
Si 0.0075 -0.0038 0.0139
Si -0.002 0.0025 0.0076
Si -0.0029 0.0011 0.0126
Si 0.0053 -0.0093 0.0103
Si -0.0023 0.0057 0.0115
Si 0.0025 -0.0038 0.0086
Si 0.0041 -0.0009 0.0028
Si -0.0037 0.0016 0.0124
Si 0.0025 0.0009 -0.0014
Si -0.0006 0.0028 -0.0079
Si -0.0004 -0.0004 -0.0152
Si -0.0002 0.0022 -0.0082
Si -0.0023 0.0013 -0.0098
Si -0.0025 0.0021 -0.005
Si -0.0034 -0.0002 -0.0081
Si -0.0003 0.0037 -0.0147
O -0.0068 0.0045 0.0141
O -0.0028 0.009 0.0156
O 0.0029 -0.0028 0.0131
O 0.0058 -0.0011 0.0102
O 0.0026 -0.0109 0.0172
O 0.0166 -0.011 0.0269
O -0.0043 0.0094 0.0207
O -0.0048 0.0017 0.0087
O -0.0051 0.0049 -0.0137
O -0.0022 0.0053 -0.0105
O -0.005 0.0083 -0.0104
O 0.0043 -0.0035 -0.011
O 0.0023 -0.0076 -0.0092
O -0.004 0.0027 -0.006
O 0.0093 -0.0017 -0.012
O 0.007 -0.0057 -0.0088
Si -0.0041 0.0016 0
Si -0.0075 -0.0004 -0.0036
Si 0.0018 0.0084 -0.0041
Si -0.0059 0.0014 -0.0004
Si -0.0003 -0.0051 0.0017
Si 0.003 -0.002 -0.0036
Si 0.0029 0.0055 0.0016
Si 0.0021 0.0006 0.0018
Si 0.0015 -0.0026 0.0017
Si 0.0037 -0.0037 0.0005
Si 0.0015 -0.0039 0
Si 0.0003 -0.0054 -0.006
Si 0.0004 0.0015 -0.0018
Si 0.0021 0.0029 0.003
Si -0.0001 0.0002 0.0044
Si 0.0029 -0.0044 -0.0009
Si 0.0011 0.0068 -0.0022
Si -0.0056 0.004 -0.0002
Si -0.0032 0.0004 0.0015
Si 0.0049 -0.0068 -0.004
Si -0.0062 -0.0013 -0.0001
Si 0.0037 -0.004 0.0018
Si -0.016 0.0136 0.0049
Si 0.0031 -0.0014 -0.0015
B -0.0031 -0.0207 -0.0197
Si 0.0011 -0.0001 -0.004
Si 0 0.0002 -0.0004
Si 0.002 0.0034 -0.0001
Si -0.0058 0.0016 -0.0133
Si 0.0014 0.0036 -0.0175
Si 0.0014 0.0012 0.0029
Si 0.002 0.0024 0.0021
Si -0.0042 -0.0019 -0.0012
Si -0.0056 0.0003 0.0055
Si 0.0052 0.0005 -0.0073
Si 0.0012 -0.0004 0
Si 0.0004 -0.0054 -0.0018
O 0.0065 -0.0007 0.0031
O -0.0001 -0.0013 -0.0038
O -0.0019 -0.0108 -0.0033
O 0.0001 0.0027 0.0051
O -0.0014 0.0004 -0.0061
O 0.0017 -0.0011 -0.0086
O 0.0039 0.0075 -0.0014
O 0.0004 0.0011 -0.0019
O -0.0093 -0.0054 0.0029
O -0.004 -0.0072 0
O 0.002 -0.0044 0.0063
O -0.0068 -0.0018 -0.0005
O 0.0016 0.0034 0.0013
O -0.0011 0.0007 0.0001
O 0.0023 0.0005 0.0056
O -0.0066 -0.0084 0.0001
O 0.0003 0.0004 -0.0003
O -0.0009 -0.0007 0.0015
O -0.0008 0.0033 -0.0018
O -0.0014 0.0013 -0.0017
O 0.0007 0.0002 -0.0011
O 0.0005 -0.0013 -0.0004
O 0.006 -0.001 -0.0005
O -0.0001 -0.0006 0.0048
O -0.0031 0.0062 0.0056
O 0.0007 0.0023 0.007
O -0.0024 0.0009 -0.0032
O -0.0016 0.0028 0.0001
O 0.0042 -0.0011 -0.0022
O -0.0033 -0.0032 0.0086
O 0.0021 0.0018 0.0012
O -0.0071 0.0011 0.0054
O 0 0.0009 0.0036
O -0.0023 -0.0024 0.0049
O -0.0002 -0.0012 -0.0063
O 0.0005 -0.0042 -0.0103
O -0.0024 -0.0026 0.0031
O -0.0017 0.0043 -0.0078
O -0.0026 -0.0004 0.0016
O -0.0003 -0.0011 0.0006
O -0.0031 0.0061 0.0066
O 0.0003 0.0006 -0.0021
O -0.0028 -0.0034 -0.0011
O -0.0023 -0.0013 0.0053
O 0.0082 0.0033 0.0035
O -0.0063 -0.0022 0.0002
O 0.0116 0.0049 0.0033
O 0.0042 0.0062 -0.0029
O -0.0004 0.0003 0.0037
O 0.007 0.003 -0.0023
O -0.0019 -0.0008 0.0011
O 0.0024 0.0013 -0.0011
O 0.0002 -0.001 0.0056
O -0.0026 0.0019 -0.0003
O -0.0012 -0.0007 -0.0017
O -0.0006 -0.001 -0.0021
O 0.0003 0.001 -0.0003
O 0.0021 0.0009 0.0054
O -0.0075 -0.0003 -0.0026
O 0.0009 -0.0004 -0.0025
O 0.001 -0.0057 0.0005
O -0.001 -0.0032 0.0056
O -0.0031 0.0019 0.004
O 0.0075 0.0041 -0.0018
O 0.0021 0.0071 -0.0018
O -0.0039 0.0001 -0.0007

The program warned: the cutoff lies below the one the program advises for these potential files; the exchange-correlation potential is rough where the density is thin.
